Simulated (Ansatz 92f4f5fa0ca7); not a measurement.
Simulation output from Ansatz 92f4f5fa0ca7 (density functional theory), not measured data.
Periodic cell of 159 atoms, Si96O61N2, from a study of silicon, its oxide and their interface. The atomic structure is a simulated model.

Settings: functional r2SCAN; potential files Ansatz norm-conserving; basis plane waves; wave-function cutoff 1300 eV; density cutoff ratio 4; exchange-correlation grid ratio 1; k mesh 2 x 2 x 1, shifted by 0.5 0.5 0.5 of a step; self-consistency stop 5e-08 eV per atom in the density residual; occupations Fermi-Dirac, 0.05 eV; spin none; net charge 0.

Cell vectors (angstrom)
a	10.9176	-0.0709	0.0493
b	-0.0709	10.9694	0.0243
c	0.1047	0.0516	23.1992

Atoms: element, x, y, z (angstrom)
Si	0.6996	-0.984	-0.0576
Si	2.2951	3.0125	0.2441
Si	-0.2547	6.0509	0.1494
Si	3.0645	8.2759	0.7695
Si	5.7253	0.3258	-0.5222
Si	8.4761	2.6018	-0.5058
Si	5.1637	5.7734	0.1954
Si	8.5301	8.4211	0.3476
Si	1.3011	1.2312	1.4843
Si	4.3103	4.37	1.5855
Si	1.2497	6.9172	1.6117
Si	4.2891	10.5024	1.3085
Si	6.9658	1.6377	1.0627
Si	9.8086	4.258	1.3047
Si	6.8441	6.9421	1.3073
Si	9.8731	9.7138	1.7451
Si	0.0301	2.8252	2.6126
Si	2.6796	-0.1347	2.8501
Si	-0.0071	8.3811	3.2281
Si	2.6087	5.3468	2.6328
Si	5.6003	2.7811	2.6753
Si	8.192	0.4078	2.6556
Si	5.6696	8.6305	2.2375
Si	8.1857	5.2925	2.6432
Si	1.2204	4.1914	4.4383
Si	4.06	1.4118	3.9132
Si	1.7527	9.6818	4.3339
Si	4.054	6.8305	3.7857
Si	6.9534	4.0467	4.2414
Si	9.618	1.5485	4.2856
Si	6.7799	9.5956	3.9359
Si	9.5208	6.4902	4.3331
Si	0.3065	-0.0591	5.6955
Si	2.7376	2.6773	5.3938
Si	0.1038	5.2102	5.8472
Si	2.7874	7.8322	5.4085
Si	5.6249	0.0578	5.0932
Si	8.2047	2.8066	5.6005
Si	5.2977	5.4068	5.2983
Si	8.1785	7.9977	5.7025
Si	1.5357	1.3803	7.0207
Si	4.1377	3.8422	6.7623
Si	1.3599	6.6489	6.8603
Si	4.0575	9.565	6.6851
Si	7.0045	1.247	6.7025
Si	9.7125	3.677	7.0915
Si	6.7385	6.5465	6.723
Si	9.6934	9.3931	7.1364
Si	0.2026	2.5784	8.6811
Si	3.1186	-0.022	8.3053
Si	-0.0715	7.9298	8.5466
Si	2.7532	5.2856	8.2867
Si	5.4524	2.6025	8.2134
Si	8.1573	-0.369	8.0597
Si	5.6208	8.142	8.0426
Si	8.0337	5.0575	8.0706
Si	1.3013	4.1947	10.0333
Si	4.1211	1.4231	9.6922
Si	1.5559	9.4417	9.6308
Si	4.1199	6.6202	9.6943
Si	6.9331	3.965	9.7774
Si	9.354	1.3834	9.6469
Si	6.8927	9.3489	9.8426
Si	9.4973	6.3603	9.6508
Si	0.3961	0.1322	10.6745
Si	2.4876	2.3858	11.2636
Si	-0.5809	5.0151	11.0548
Si	2.5706	8.1734	11.3678
Si	6.0515	0.5424	11.0255
Si	8.149	2.8762	11.2653
Si	5.5801	5.4271	11.3707
Si	7.9286	7.313	10.8294
Si	-1.493	-1.5584	12.6712
Si	3.745	1.7764	21.0947
Si	1.2881	6.1035	13.1106
Si	4.4007	10.0901	13.2276
Si	2.663	0.2349	15.1809
Si	11.0084	4.1352	18.6411
Si	7.0636	9.8318	14.5074
Si	9.3559	8.6674	15.5543
Si	3.8715	2.9253	16.255
Si	-1.1645	0.886	18.9733
Si	-6.3809	6.4897	17.8238
Si	-1.4487	3.3242	16.17
Si	0.5586	-0.4536	17.0106
Si	11.0892	-5.1628	15.9223
Si	2.906	3.7985	18.726
Si	3.7975	4.0862	13.3911
Si	-2.4122	3.5372	19.755
Si	1.505	5.1226	21.0401
Si	-1.5619	10.6308	21.4145
Si	4.2299	6.8181	20.9109
Si	4.3381	-1.0944	20.3312
Si	8.7809	0.4693	16.3757
Si	6.601	3.9294	17.2468
Si	3.103	9.0094	17.4332
O	-1.6261	-0.4519	19.6895
O	0.1084	-0.7904	21.7449
O	2.4129	1.9129	-1.1475
O	2.6831	6.2038	20.7511
O	-1.5242	7.1045	-0.0211
O	0.2961	5.8506	21.863
O	1.8201	8.8708	-0.2378
O	3.7993	6.9502	-0.1349
O	5.7506	-0.4301	21.0514
O	5.0153	1.6559	-1.2388
O	3.2229	-1.0495	15.995
O	7.4926	0.1998	15.4307
O	2.5779	2.8385	17.464
O	9.3782	12.0729	22.0273
O	8.5926	9.1254	22.049
O	5.9051	5.6506	17.3746
O	-0.6503	-0.4559	11.9333
O	1.3174	1.2317	11.2947
O	2.8332	2.9207	12.7759
O	1.1117	0.2629	15.7576
O	-0.1303	6.0129	12.5074
O	1.1722	6.3493	14.7949
O	1.5688	7.7284	12.4109
O	3.9579	8.7225	12.1865
O	3.0693	-0.0167	13.6905
O	4.9433	0.259	12.1054
O	7.0101	1.8991	12
O	9.3462	3.9349	12.0106
O	3.7507	12.4454	15.4774
O	5.1484	4.6217	12.6977
O	9.0278	8.2164	11.5437
O	6.6305	6.6941	11.6976
O	5.4716	3.0646	16.7766
O	-3.1171	-2.516	15.3545
O	11.4829	5.4099	17.4908
O	-0.6341	4.6365	15.361
N	1.3268	4.0257	19.701
O	-0.9931	8.7244	13.9792
O	2.6704	5.3142	12.9593
O	0.0927	0.6652	18.0735
O	1.5641	-1.6035	17.4876
O	16.4279	9.6473	14.357
O	7.8096	3.6389	16.261
O	7.926	3.3177	21.3183
O	-1.5611	1.8778	15.4736
O	3.5688	13.9992	20.0241
O	3.8445	7.6305	16.8413
O	-1.2125	4.6633	19.6208
O	-2.42	0.905	17.9578
O	-1.5954	2.1415	19.7761
O	-6.7171	-2.419	20.878
O	-7.4557	5.2478	17.8899
O	-5.6087	5.8177	21.4127
O	-0.4644	3.2362	17.3851
O	1.7888	4.2722	22.4873
O	4.0073	-1.3219	18.651
O	10.0368	-3.7933	16.0659
N	9.7212	-0.9898	16.6567
O	18.5678	-1.1426	13.0134
O	7.226	3.7643	18.8023
O	4.802	6.749	19.3355
O	3.8426	4.141	15.0289
O	3.2455	0.1982	20.4777

Results
free energy: -40164.678 eV
free energy less fixed offsets of N -289.75, O -463.61, Si -117.95 eV per atom: 18.232 eV
pressure: -3.27 GPa
stress xx, yy, zz, yz, xz, xy (GPa, positive in tension): 2.22, 4.19, 3.39, -0.09, 1.19, -1.03

Forces (eV/angstrom), in the order of the atoms: element, x, y, z
Si	0.6152	0.6902	1.6451
Si	1.2181	-0.5932	-3.1139
Si	-0.9062	2.1678	-0.4587
Si	-0.6148	-0.7806	-1.2133
Si	-1.5115	-0.3095	-3.135
Si	1.1595	-1.1043	-0.7893
Si	-0.9568	3.3591	-5.2404
Si	0.6654	-2.0392	-0.3938
Si	-0.1924	-0.4086	-0.8468
Si	-1.4027	-3.3951	-0.4175
Si	0.938	1.1399	1.6335
Si	0.4613	-3.0181	-0.3471
Si	0.4294	-0.5885	-0.1377
Si	-1.4576	-2.2677	-0.634
Si	0.9802	-0.0679	-0.5619
Si	-0.9821	0.2479	0.0781
Si	-0.1507	-0.1765	2.0809
Si	2.0384	3.7041	-3.1309
Si	0.4402	-1.4335	-0.3108
Si	-1.2418	0.8275	2.4105
Si	-0.1977	0.0169	0.0903
Si	1.4293	-1.589	0.6372
Si	-2.1051	-0.2103	1.2062
Si	-0.051	1.0942	0.6944
Si	3.2237	-2.7373	-4.8829
Si	0.5274	-0.1284	0.2681
Si	-3.4696	-3.624	2.9928
Si	0.7147	0.1866	-0.1608
Si	-1.3021	0.723	-1.5229
Si	0.1762	-1.0941	-0.9779
Si	2.2982	-0.3635	0.3396
Si	0.5547	1.217	0.1602
Si	-1.1727	0.1975	-0.4941
Si	-0.3871	-0.3295	0.3997
Si	-4.1719	1.6039	0.0965
Si	0.1214	2.0921	0.875
Si	-1.6044	0.2948	2.0438
Si	1.5411	-0.9384	0.2699
Si	0.1028	-0.2072	-0.0511
Si	0.7071	0.7479	-1.5323
Si	0.509	-0.107	0.8667
Si	-0.184	1.6804	0.5239
Si	0.8639	1.5379	2.4067
Si	1.5997	-0.8069	-0.0637
Si	-1.7385	-0.9518	1.0439
Si	-0.0275	0.6048	0.896
Si	-0.0173	0.3513	0.9204
Si	0.4904	-1.166	-1.3579
Si	-0.6943	0.725	-1.7892
Si	-1.9117	-1.4747	-0.9349
Si	1.7842	1.1156	-1.3416
Si	0.0975	-0.0911	0.3675
Si	1.3127	0.1006	0.17
Si	-0.2744	1.9002	2.1821
Si	-1.6215	0.3068	1.6774
Si	1.5182	0.9412	0.7345
Si	1.3723	-1.3565	-0.888
Si	1.6388	0.6591	0.8845
Si	-0.0556	0.1201	0.0533
Si	-0.48	0.8083	0.7839
Si	-2.3372	0.8677	-0.9248
Si	0.7307	-1.5939	0.4342
Si	-0.2397	0.1825	-1.5574
Si	-1.4254	-1.1429	-2.8121
Si	-4.5208	-1.4946	-0.0819
Si	-0.7567	0.5858	-1.2478
Si	0.6451	0.4397	4.2472
Si	5.0627	1.1823	-3.0804
Si	1.2348	1.4889	-0.8114
Si	1.8306	-1.4793	-0.2847
Si	0.931	1.1765	-3.3158
Si	-2.912	2.2474	0.6007
Si	-3.4584	-0.3335	-3.3272
Si	-1.025	-1.9483	-1.9538
Si	2.5227	4.1801	3.504
Si	-3.0622	-0.6383	-2.8547
Si	2.0989	-0.45	3.1756
Si	-1.9322	4.4246	-1.8788
Si	1.5444	-1.35	3.0084
Si	0.2735	-4.4941	2.9399
Si	0.3868	-0.3723	-1.3289
Si	-3.0641	-1.2102	-1.9553
Si	0.5622	-1.6993	-3.3505
Si	-1.3549	2.7259	-3.3429
Si	-3.5635	-2.0873	1.6979
Si	-0.7632	4.5916	2.2678
Si	-0.7081	1.5603	2.274
Si	-3.3987	2.7368	0.8418
Si	-0.8436	0.9119	-0.0055
Si	0.6862	-0.3848	2.8223
Si	1.2699	-2.9925	-0.8686
Si	-0.9186	0.2264	-1.5358
Si	-0.0375	4.6014	-2.282
Si	-0.3553	0.4064	1.746
Si	2.543	6.724	3.8612
Si	1.2398	1.9027	-2.5447
O	0.8493	-0.7659	5.14
O	-1.3413	0.6365	-1.5514
O	-0.4674	1.4049	3.0867
O	0.0233	-0.4894	0.0636
O	0.9335	-0.4333	0.365
O	-0.238	0.4783	-3.4178
O	-0.0545	1.1725	0.0626
O	1.1047	0.3714	0.8643
O	-0.498	-0.8368	1.1003
O	-0.2373	0.8725	0.1759
O	1.6443	0.0134	0.3452
O	-0.5254	-2.0236	-0.7413
O	2.7714	0.0496	-2.1869
O	-2.2078	1.2557	2.2374
O	-0.3612	3.0736	-0.5187
O	0.9883	-2.3917	-1.2254
O	1.5861	0.75	-0.1464
O	2.0672	1.7661	1.6578
O	1.5689	-1.4084	-0.2553
O	2.4182	2.4513	-3.5515
O	-2.2453	-3.1171	-3.2015
O	0.5482	-0.5247	-1.7433
O	-2.2445	-3.2038	3.2571
O	0.0008	2.4159	1.6715
O	0.9552	-2.1421	-2.3005
O	-0.5148	-1.497	2.6596
O	-0.0393	-1.1459	-1.4489
O	-1.5988	-1.5073	-1.6676
O	-2.1781	0.9605	1.3366
O	-0.2331	-0.8609	0.6256
O	1.3986	1.1798	3.113
O	0.9966	-0.6295	-0.1646
O	-6.0963	-3.184	-0.9367
O	-0.7629	4.0282	-2.2175
O	-0.3722	-0.7949	1.1601
O	-3.5102	-4.9562	-0.7751
N	1.5701	0.6787	-1.5457
O	0.598	1.0262	0.397
O	0.4973	-0.441	-0.2901
O	2.9406	0.5024	0.6445
O	-0.9862	-1.2025	1.8472
O	-2.2108	-0.1235	0.097
O	2.7784	0.4312	-0.0009
O	0.0975	0.3669	1.6791
O	0.8415	-0.8602	0.9112
O	1.3138	-0.4441	-1.0532
O	-0.0794	-0.9343	2.9873
O	0.3333	-1.153	-1.8947
O	-1.1972	0.7903	-5.0288
O	1.2428	2.0617	-0.0585
O	-0.575	-3.1686	2.0201
O	-1.2545	-2.6331	1.1421
O	0.4839	-0.1992	4.3666
O	0.3989	-0.9213	3.3509
O	1.1395	-0.7109	0.6855
O	0.3637	-0.5248	0.661
O	0.7892	0.2707	-0.1137
N	2.1634	-0.3452	-2.6576
O	4.1755	-0.6268	0.0492
O	0.6512	-0.7463	-0.3468
O	-0.1162	1.8535	3.0736
O	-0.1295	-2.14	0.5577
O	2.5132	0.9269	0.8647
